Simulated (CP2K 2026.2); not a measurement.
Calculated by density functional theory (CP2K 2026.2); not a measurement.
Periodic cell of 505 atoms, Si360O143H2, from a study of silicon, its oxide and their interface. The atomic structure is a simulated model.
Doubt: the forces sum to 2.38 eV/angstrom along one axis rather than to zero, so they err by at least 0.0047 eV/angstrom per atom on average; the grid cutoff is modest.

Settings
functional: PBE
method: Gaussian and plane waves
basis set: DZVP-MOLOPT-SR-GTH
pseudopotentials: GTH-PBE
grid cutoff: 350 Ry, relative cutoff 50 Ry
k points: Gamma only
occupations: fixed
spin: none
net charge: 0

Cell vectors (angstrom)
a	16.32	0	0
b	0	16.32	0
c	-3.0586	4.2325	35.0131

Atoms and the computed forces on them: element, x, y, z (angstrom), force x, y, z (eV/angstrom)
Si	1.678	14.711	0.091	0.019	-0.085	0.022
Si	1.301	5.185	34.999	0.045	0.177	-0.166
Si	1.115	4.366	0.057	0.152	0.006	-0.281
Si	4.319	6.518	0.048	-0.142	0.063	-0.164
Si	1.025	9.95	0.227	0.04	-0.206	-0.188
Si	3.836	12.492	0.111	-0.024	-0.089	-0.151
Si	6.594	15.098	0.107	0.047	-0.033	-0.21
Si	9.778	1.118	0.058	0.006	0.043	-0.128
Si	6.595	4.382	0.023	-0.061	-0.039	-0.192
Si	6.272	11.306	35.004	-0.063	0.064	-0.023
Si	7.05	9.212	0.016	0.055	0.048	-0.006
Si	6.732	16.15	34.994	0.039	-0.005	-0.147
Si	8.871	19.422	34.976	-0.092	0.048	-0.051
Si	11.715	5.904	35.002	-0.128	0.01	0.06
Si	12.559	3.838	0.073	-0.077	0.038	-0.055
Si	15.166	6.466	0.267	0.041	0.148	-0.267
Si	12.108	9.886	0.214	-0.022	-0.04	0.02
Si	15.033	12.114	0.126	0.028	0.012	-0.093
Si	2.818	16.256	1.451	-0.053	-0.072	-0.184
Si	5.44	2.701	1.271	-0.035	-0.034	-0.179
Si	2.732	5.429	1.426	-0.015	0.031	-0.249
Si	5.455	8.122	1.378	0.05	-0.04	-0.197
Si	2.694	10.963	1.503	-0.015	0.111	-0.186
Si	5.421	13.607	1.479	-0.106	-0.053	-0.23
Si	8.175	16.306	1.389	-0.021	0.023	-0.217
Si	10.941	2.683	1.397	0.078	0.041	-0.262
Si	8.171	5.503	1.381	0.015	0.056	-0.207
Si	10.905	8.189	1.382	0.022	0.096	-0.237
Si	8.211	10.805	1.371	-0.04	-0.028	-0.268
Si	10.832	13.605	1.352	0.003	-0.057	-0.252
Si	13.574	16.358	1.294	0.005	0.04	-0.332
Si	0.01	2.745	1.398	-0.021	0.081	-0.193
Si	13.642	5.314	1.575	-0.009	-0.004	-0.241
Si	-0.023	8.201	1.46	-0.077	0.017	-0.218
Si	13.558	11.032	1.619	0.064	-0.118	-0.275
Si	-0.004	13.649	1.412	0.095	-0.034	-0.364
Si	1.395	1.351	2.723	0.018	-0.001	0.011
Si	4.067	4.007	2.744	0.051	-0.043	0.04
Si	1.413	6.851	2.797	-0.053	0.052	0.034
Si	4.096	9.522	2.747	0.01	-0.024	-0.031
Si	1.33	12.296	2.867	-0.098	0.029	0.082
Si	4.116	14.952	2.89	0.034	0.023	0.19
Si	6.832	1.409	2.723	-0.043	0.001	0.023
Si	9.548	4.093	2.71	-0.04	-0.012	-0.028
Si	6.806	6.807	2.808	0.014	0	0.123
Si	9.555	9.512	2.823	0.006	-0.034	0.048
Si	6.823	12.195	2.738	0.086	-0.026	-0.024
Si	9.476	14.92	2.771	0.014	-0.033	0.088
Si	12.264	1.339	2.804	0.038	-0.031	0.003
Si	15.025	4.021	2.903	0.063	-0.048	0.217
Si	12.239	6.789	2.768	-0.017	0.043	0.012
Si	14.912	9.53	2.852	0.001	-0.045	0.075
Si	12.2	12.395	2.873	0.018	0.092	0.15
Si	14.954	15.04	2.725	-0.031	-0.005	-0.01
Si	0.015	16.35	4.126	-0.026	0	-0.005
Si	2.721	2.69	4.156	0.057	0.061	-0.014
Si	0.056	5.469	4.192	-0.05	-0.028	-0.064
Si	2.761	8.195	4.174	-0.05	-0.085	0.035
Si	-0.02	10.891	4.213	0.068	0.017	-0.08
Si	2.721	13.62	4.244	-0.045	0.007	-0.064
Si	5.498	16.367	4.171	-0.044	-0.048	-0.071
Si	8.187	2.753	4.118	-0.033	-0.044	0.011
Si	5.431	5.401	4.137	0.058	0.034	-0.086
Si	8.17	8.162	4.198	-0.004	0.017	-0.098
Si	5.456	10.866	4.135	0.01	0.01	0.014
Si	8.141	13.564	4.159	0.024	0.059	-0.009
Si	10.863	16.293	4.148	0.059	0.032	-0.067
Si	13.615	2.681	4.223	0.04	-0.04	-0.033
Si	10.875	5.437	4.136	0.028	0.015	0.012
Si	13.569	8.143	4.188	0.049	0.07	0.025
Si	10.886	10.924	4.193	-0.05	-0.031	-0.071
Si	13.628	13.708	4.186	-0.096	-0.034	0.014
Si	1.36	14.991	16.522	-0.05	-0.029	0.025
Si	4.033	17.686	16.492	-0.02	0.054	-0.002
Si	1.352	4.092	16.558	0.027	0.009	0.067
Si	4.087	6.789	16.555	0.026	-0.021	0.036
Si	1.363	9.52	16.539	0.037	-0.022	0.024
Si	4.091	12.243	16.519	0.011	-0.002	0.011
Si	6.816	14.963	16.478	0.013	0.011	-0.023
Si	9.539	17.709	16.523	0.008	-0.035	0.023
Si	6.813	4.118	16.526	-0.028	-0.034	0.022
Si	9.53	6.797	16.545	0.035	0.032	0.052
Si	6.832	9.513	16.526	0.013	0.031	0.022
Si	9.566	12.25	16.543	-0.007	0.004	0.026
Si	12.261	14.993	16.54	0.003	-0.036	0.044
Si	-1.341	17.724	16.551	-0.015	0.015	0.054
Si	12.273	4.121	16.53	-0.054	0.049	-0.001
Si	-1.355	6.806	16.577	0.019	-0.013	0.025
Si	12.256	9.52	16.586	-0.034	-0.001	0.032
Si	-1.379	12.238	16.553	0.012	0.007	0.048
Si	2.687	16.358	17.92	0.052	0.01	0.028
Si	5.39	2.747	17.807	0.017	-0.012	0.062
Si	2.685	5.464	17.946	0.036	-0.041	0.068
Si	5.522	8.103	17.9	-0.111	0.084	-0.026
Si	2.755	10.856	17.891	-0.068	0.03	0.075
Si	5.44	13.645	17.856	0.064	-0.037	0.011
Si	8.198	16.286	17.848	-0.064	0.005	0.061
Si	10.86	2.819	17.877	0.113	0.021	-0.033
Si	8.165	5.466	17.946	0.007	-0.043	-0.038
Si	10.906	8.113	17.942	-0.043	0.046	0.155
Si	8.202	10.874	17.891	-0.016	-0.065	0.049
Si	10.926	13.62	17.93	-0.018	0.059	-0.026
Si	13.589	16.394	17.911	0.074	-0.088	0.02
Si	0.018	2.737	17.975	-0.037	-0.022	0.052
Si	13.651	5.408	17.965	-0.075	0.019	0.189
Si	-0.007	8.19	17.94	0.034	-0.046	-0.033
Si	13.598	10.891	17.983	-0.02	0.027	-0.034
Si	-0.018	13.636	17.877	0.058	0.045	0.062
Si	1.34	17.677	19.375	-0.011	-0.022	-0.042
Si	4.066	4.063	19.266	0.02	-0.084	-0.044
Si	1.33	6.851	19.346	0.007	-0.005	-0.006
Si	4.169	9.468	19.224	0.055	-0.048	-0.202
Si	1.354	12.251	19.207	0.051	-0.039	-0.155
Si	4.071	14.991	19.242	-0.035	-0.041	-0.074
Si	6.733	17.64	19.085	-0.045	-0.082	-0.226
Si	9.484	4.092	19.322	0.092	0.065	0.036
Si	6.832	6.783	19.379	-0.019	0.045	0.059
Si	9.508	9.465	19.305	-0.024	-0.023	-0.019
Si	6.861	12.319	19.184	0.01	0.134	-0.106
Si	9.607	15.02	19.3	-0.054	0.008	0.009
Si	12.259	17.851	19.226	-0.057	0.068	-0.109
Si	-1.288	4.089	19.424	-0.008	0.132	-0.078
Si	12.253	6.72	19.353	0.005	-0.165	-0.038
Si	-1.366	9.509	19.348	-0.018	0.031	0.018
Si	12.245	12.275	19.361	0.016	-0.036	0.025
Si	-1.366	15.019	19.276	0.007	-0.009	-0.011
Si	-0.022	16.304	20.764	-0.006	-0.015	0.331
Si	2.736	2.708	20.706	0.023	0.069	0.262
Si	0.038	5.509	20.845	-0.063	0.004	0.187
Si	2.796	8.18	20.639	0.018	-0.047	0.238
Si	-0.015	10.952	20.631	0.051	0.016	0.147
Si	2.725	13.602	20.562	-0.056	0.018	0.181
Si	5.448	16.349	20.559	0.028	0.024	0.173
Si	8.001	2.657	20.446	-0.031	-0.011	0.303
Si	5.419	5.394	20.675	-0.116	-0.088	0.243
Si	8.191	8.113	20.815	0.137	0.207	0.298
Si	5.555	10.894	20.465	-0.015	0.006	0.258
Si	8.233	13.606	20.635	0.016	-0.063	0.195
Si	10.87	16.612	20.586	-0.013	-0.197	0.301
Si	13.641	2.695	20.751	0.067	-0.049	0.18
Si	10.872	5.343	20.8	0.064	0.102	0.199
Si	13.628	8.095	20.722	-0.02	0.035	0.068
Si	10.87	10.834	20.66	-0.017	0.027	0.155
Si	13.585	13.725	20.696	-0.031	0.032	0.374
Si	1.153	14.631	21.993	-0.007	-0.063	0.071
Si	4.288	17.796	22.022	0.071	-0.017	0.193
Si	1.668	4.322	22.091	0.109	0.097	0.099
Si	3.875	6.539	22.035	-0.065	-0.024	-0.029
Si	1.713	9.906	21.825	-0.073	-0.042	0.256
Si	4	12.047	21.763	-0.011	0.002	0.275
Si	7.047	15.227	21.854	0.116	-0.006	0.231
Si	9.106	17.574	21.946	0.076	0.058	-0.009
Si	6.474	3.676	21.905	0.056	0.163	0.054
Si	9.85	6.989	22.191	-0.16	-0.278	-0.042
Si	7.038	9.856	21.979	0.038	-0.078	-0.064
Si	9.334	11.997	22.033	-0.041	-0.077	-0.154
Si	12.435	15.483	21.902	-0.009	-0.04	-0.142
Si	-1.57	17.48	22.192	0.062	-0.06	-0.008
Si	12.475	4.162	22.173	-0.195	0.043	0.285
Si	-1.657	6.565	22.235	0.258	0.095	0.248
Si	12.033	9.246	21.966	-0.095	0.126	-0.021
Si	-1.146	12.522	22.008	-0.009	0.091	-0.014
Si	13.329	4.825	30.056	0.184	0.259	-0.542
Si	6.63	18.11	26.56	-0.098	0.04	0.409
Si	3.084	12.316	28.28	-0.078	-0.05	-0.012
Si	10.05	18.173	29.815	-0.209	0.019	-0.498
Si	-0.976	8.288	32.066	-0.088	0.215	-0.46
Si	13.044	20.284	33.045	0.195	0.097	-0.244
Si	7.455	12.519	26.269	0.05	0.067	0.48
Si	-2.246	13.226	32.504	0.189	-0.075	-0.445
Si	13.461	12.046	24.573	-0.257	-0.581	0.618
Si	5.662	7.965	27.078	-0.033	-0.083	0.471
Si	8.346	10.533	29.911	-0.038	0.065	-0.375
Si	10.755	18.139	32.937	-0.054	-0.237	-0.203
Si	5.069	19.353	30.46	-0.062	0.255	-0.368
Si	9.694	5.595	25.085	0.131	0.14	0.284
Si	7.737	9.519	32.837	0.097	0.038	-0.137
Si	-1.931	11.189	27.194	0.105	-0.032	0.294
Si	8.767	15.359	29.218	-0.14	-0.143	0.066
Si	6.378	15.225	27.632	-0.175	0.131	0.333
Si	5.05	8.534	24.142	-0.062	-0.004	0.117
Si	12.954	7.833	30.094	-0.006	0.083	-0.126
Si	8.257	3.095	24.21	-0.08	-0.131	0.215
Si	11.022	12.592	33.241	-0.105	-0.035	-0.152
Si	3.387	5.87	27.859	-0.072	-0.081	0.08
Si	-1.211	17.671	28.962	0.014	-0.114	0.057
Si	5.742	13.431	24.067	-0.104	-0.037	0.049
Si	13	8.447	27.18	-0.067	0.079	0.3
Si	2.04	9.199	24.662	-0.203	-0.028	0.497
Si	10.098	13.759	26.779	-0.088	-0.046	0.446
Si	12.415	19.054	27.998	0.094	0.043	0.192
Si	10.004	12.968	30.457	-0.057	0.169	-0.398
Si	0.847	5.809	32.022	0.251	-0.128	-0.58
Si	12.408	4.264	25.247	-0.023	0.122	0.303
Si	11.018	13.846	24.002	-0.137	-0.012	0.197
Si	10.44	8.494	28.773	0.028	0.015	0.083
Si	-0.213	3.936	29.778	0.029	0.017	-0.154
Si	12.532	13.033	28.572	0.032	-0.027	0.077
Si	3.743	5.741	31.021	-0.12	-0.315	-0.435
Si	8.383	6.534	27.736	-0.05	-0.012	0.221
Si	3.829	14.575	26.39	-0.002	-0.163	0.653
Si	2.521	15.232	32.854	-0.192	-0.069	-0.145
Si	1.008	10.25	27.246	-0.117	-0.06	0.193
Si	0.937	7.294	26.649	0.09	0.135	0.356
Si	4.779	17.397	32.829	0.075	0.176	-0.174
Si	1.272	13.465	30.52	-0.144	-0.092	-0.327
Si	-1.82	6.481	25.356	0.102	0.06	0.281
Si	3.886	19.11	27.593	0.036	0.147	0.248
Si	0.85	18.86	27.313	0.164	0.009	0.42
Si	-1.529	14.661	29.848	0.171	-0.053	-0.213
Si	0.412	18.726	24.309	-0.038	0.134	0.198
Si	5.484	7.323	32.867	-0.159	-0.142	-0.231
Si	2.563	16.336	24.224	0.148	-0.145	0.141
Si	5.81	10.761	28.196	-0.044	0.088	0.05
Si	-0.076	11.216	32.229	-0.039	-0.01	-0.416
Si	7.745	3.617	28.942	-0.14	-0.044	0.042
Si	1.347	15	5.559	0.043	-0.04	-0.025
Si	4.101	1.367	5.546	-0.009	-0.023	-0.042
Si	1.395	4.081	5.549	0.002	0.01	-0.034
Si	4.101	6.792	5.53	-0.003	0.009	-0.057
Si	1.379	9.536	5.556	-0.024	0.025	-0.05
Si	4.107	12.228	5.546	-0.032	0.014	-0.022
Si	6.82	14.966	5.539	0	0.003	-0.028
Si	9.522	1.37	5.513	0.003	-0.002	-0.062
Si	6.816	4.08	5.524	-0.006	0.009	-0.059
Si	9.535	6.789	5.546	-0.04	0.014	-0.031
Si	6.802	9.53	5.55	0.037	-0.024	-0.034
Si	9.51	12.248	5.565	-0.016	-0.017	-0.017
Si	12.237	14.997	5.57	0.049	0.048	-0.018
Si	14.993	1.344	5.57	-0.044	0.027	-0.016
Si	12.237	4.084	5.535	0.025	-0.008	-0.031
Si	14.968	6.803	5.549	0.013	0.01	-0.03
Si	12.238	9.54	5.554	-0.004	-0.023	-0.021
Si	14.95	12.284	5.555	-0.003	-0.019	-0.032
Si	2.733	16.338	6.925	-0.014	0.012	0.006
Si	5.458	2.731	6.912	-0.004	0	0.014
Si	2.745	5.447	6.921	0.002	-0.016	-0.003
Si	5.45	8.157	6.913	0.013	-0.01	0.009
Si	2.74	10.888	6.93	0.011	-0.021	0.01
Si	5.455	13.608	6.916	-0.01	0.016	-0.015
Si	8.177	16.331	6.909	0.008	-0.028	0.004
Si	10.877	2.724	6.907	0.005	-0.003	-0.008
Si	8.165	5.439	6.913	0.003	0.006	0.008
Si	10.884	8.166	6.918	0	0.028	0.005
Si	8.157	10.886	6.933	-0.009	0.023	0.009
Si	10.881	13.615	6.924	0.018	-0.015	0.008
Si	13.609	16.335	6.943	-0.007	-0.013	0.036
Si	0.024	2.729	6.922	-0.016	0.012	0.003
Si	13.604	5.44	6.914	0.01	0.006	-0.009
Si	0.01	8.171	6.918	-0.001	0	-0.005
Si	13.601	10.904	6.923	0.006	0.002	-0.016
Si	0.002	13.624	6.933	-0.013	0.007	-0.007
Si	1.378	1.376	8.302	0.021	0.007	-0.002
Si	4.103	4.09	8.294	0.02	0.028	0.001
Si	1.373	6.809	8.287	-0.029	-0.009	0.004
Si	4.094	9.518	8.295	-0.024	0.003	0.004
Si	1.373	12.255	8.293	0.015	0.013	0.002
Si	4.09	14.966	8.291	-0.019	-0.027	0.002
Si	6.813	1.367	8.288	-0.021	-0.019	-0.006
Si	9.525	4.083	8.29	-0.011	-0.009	-0.004
Si	6.813	6.804	8.29	0.005	0.01	-0.005
Si	9.525	9.524	8.296	-0.014	-0.021	0.004
Si	6.806	12.253	8.303	0.009	-0.001	0.003
Si	9.529	14.977	8.298	0.018	0.027	-0.006
Si	12.243	1.381	8.296	0.038	0.026	0
Si	14.971	4.087	8.288	-0.008	-0.008	0.007
Si	12.251	6.809	8.288	0.009	0.008	0.007
Si	14.971	9.539	8.287	0.021	0.019	0.006
Si	12.241	12.256	8.299	-0.022	-0.024	0.002
Si	14.963	14.972	8.313	-0.025	-0.023	0.001
Si	0.011	16.336	9.672	-0.002	0.001	0.001
Si	2.737	2.737	9.669	-0.017	-0.01	0.004
Si	0.008	5.453	9.659	0.008	0.004	0
Si	2.727	8.168	9.669	0.017	0.003	0.007
Si	0.012	10.894	9.668	-0.007	-0.007	0
Si	2.731	13.61	9.672	0.001	0.004	0
Si	5.451	16.327	9.665	0.004	0.005	-0.01
Si	8.168	2.726	9.669	0.006	0.003	0
Si	5.454	5.452	9.67	-0.002	-0.008	0.001
Si	8.169	8.163	9.667	-0.004	0.006	0.004
Si	5.448	10.885	9.671	0.002	0.006	0
Si	8.171	13.614	9.672	-0.009	-0.005	0.001
Si	10.89	16.335	9.672	-0.007	-0.023	-0.003
Si	13.607	2.738	9.666	-0.016	-0.003	0.005
Si	10.888	5.449	9.66	0.003	0.001	0
Si	13.613	8.174	9.659	-0.003	0.001	0.005
Si	10.886	10.888	9.666	0.016	0.015	0.002
Si	13.604	13.607	9.678	0.016	0.005	0.011
Si	1.367	14.97	11.043	0.001	0	0.002
Si	4.091	1.37	11.04	0.005	-0.001	-0.005
Si	1.369	4.098	11.034	0.006	-0.004	0.001
Si	4.089	6.81	11.042	-0.003	0.001	0
Si	1.367	9.529	11.046	0.003	0.006	0.003
Si	4.087	12.243	11.047	-0.002	-0.005	0.003
Si	6.81	14.971	11.046	-0.002	-0.003	-0.004
Si	9.53	1.373	11.048	0.002	-0.002	-0.004
Si	6.812	4.092	11.043	-0.006	0.003	-0.005
Si	9.534	6.809	11.04	-0.012	0.003	0.003
Si	6.813	9.526	11.042	0.002	-0.001	-0.004
Si	9.532	12.25	11.043	-0.004	0.004	-0.001
Si	12.249	14.973	11.047	0.009	-0.005	0
Si	14.965	1.376	11.038	0	0.003	-0.002
Si	12.251	4.1	11.041	0.008	-0.001	0.004
Si	14.972	6.816	11.037	0.002	0.003	0.006
Si	12.255	9.533	11.037	-0.016	-0.002	-0.001
Si	14.97	12.248	11.048	-0.006	-0.001	0.003
Si	2.724	16.334	12.412	0.008	-0.001	-0.002
Si	5.445	2.736	12.412	0.008	-0.01	-0.008
Si	2.723	5.455	12.414	-0.005	0.004	0.005
Si	5.449	8.171	12.415	0.007	0.004	-0.008
Si	2.724	10.888	12.426	0.006	-0.004	-0.002
Si	5.453	13.602	12.417	-0.008	0.005	-0.011
Si	8.169	16.333	12.422	0	-0.009	-0.001
Si	10.895	2.737	12.416	-0.014	0.004	-0.004
Si	8.174	5.451	12.416	0	-0.006	0.003
Si	10.898	8.173	12.41	0.031	0.015	-0.002
Si	8.18	10.88	12.414	-0.025	0.005	-0.002
Si	10.894	13.608	12.419	-0.008	-0.002	-0.002
Si	13.612	16.334	12.417	-0.011	-0.001	0.002
Si	0	2.745	12.404	0.004	-0.025	-0.006
Si	13.61	5.464	12.416	-0.001	-0.007	0.008
Si	0.008	8.17	12.424	-0.004	0.006	0.004
Si	13.613	10.885	12.422	0.007	0.009	0.001
Si	0.006	13.613	12.421	0.009	0.006	-0.002
Si	1.352	17.701	13.77	-0.019	0.022	-0.002
Si	4.08	4.093	13.783	0.016	-0.011	0.001
Si	1.366	6.807	13.801	0.04	-0.02	0.001
Si	4.087	9.522	13.796	-0.002	0.023	-0.001
Si	1.357	12.248	13.799	-0.004	0.01	-0.004
Si	4.083	14.965	13.778	0.011	-0.01	-0.008
Si	6.804	17.702	13.786	-0.028	0.013	-0.006
Si	9.539	4.098	13.79	0.01	-0.026	0.001
Si	6.811	6.813	13.786	-0.019	0.01	0
Si	9.548	9.528	13.792	-0.015	-0.004	0
Si	6.819	12.235	13.784	0.038	-0.012	-0.013
Si	9.539	14.973	13.789	-0.01	0.005	0.004
Si	12.261	17.703	13.789	0.021	-0.03	-0.005
Si	14.971	4.106	13.789	-0.009	0.014	0.004
Si	12.256	6.825	13.794	-0.049	0.022	-0.004
Si	14.965	9.523	13.806	0.003	-0.002	-0.003
Si	12.254	12.247	13.795	0.003	-0.001	-0.002
Si	14.967	14.976	13.796	0.004	-0.009	0.007
Si	0	16.354	15.16	0.031	-0.009	-0.008
Si	2.693	2.747	15.144	0.019	-0.042	-0.014
Si	0	5.457	15.185	-0.014	-0.002	-0.018
Si	2.733	8.159	15.176	-0.021	0.013	0.002
Si	-0.003	10.888	15.179	0.017	0.018	-0.01
Si	2.722	13.614	15.161	0.009	-0.007	0.009
Si	5.434	16.336	15.142	0.038	-0.003	0.003
Si	8.168	2.743	15.157	0.008	0.011	0.019
Si	5.442	5.455	15.153	-0.008	-0.008	-0.016
Si	8.188	8.161	15.157	0.008	0.025	-0.026
Si	5.46	10.877	15.159	-0.03	-0.013	0.013
Si	8.191	13.588	15.148	-0.059	-0.015	0.004
Si	10.9	16.344	15.158	-0.017	0.002	0
Si	13.619	2.747	15.164	-0.027	-0.026	-0.016
Si	10.899	5.463	15.162	0.044	0.015	-0.03
Si	13.61	8.168	15.195	-0.001	0.004	0.001
Si	10.913	10.877	15.178	0.008	0.021	0.002
Si	13.606	13.613	15.17	-0.003	0.004	-0.015
O	1.964	15.099	23.352	-0.117	-0.142	0.028
O	-0.322	17.805	34.476	0.076	0.022	0.618
O	10.186	13.657	34.128	0.149	-0.145	0.171
O	8.158	16.312	22.458	-0.062	-0.051	-0.336
O	11.571	13.235	27.269	-0.167	0.049	-0.264
O	8.887	8.883	33.795	-0.104	-0.029	0.06
O	12.47	4.109	28.879	-0.192	-0.054	0.136
O	8.223	10.872	22.599	-0.058	0.319	-0.626
O	4.467	6.891	27.242	0.151	0.067	-0.357
O	9.419	6.298	23.641	-0.157	0.092	-0.432
O	2.186	10.964	28.112	0.126	-0.144	-0.155
O	9.498	14.838	27.845	-0.097	-0.014	-0.32
O	13.588	16.391	22.725	-0.116	-0.042	-0.411
O	12.192	3.616	23.749	0.114	0.081	-0.839
O	0.506	5.591	33.595	-0.073	-0.065	0.58
O	7.786	4.247	34.404	0.123	-0.162	0.471
O	2.453	20.416	34.462	-0.171	0.034	0.701
O	1.208	9.271	23.269	-0.271	0.028	-0.146
O	2.406	9.702	34.435	0.107	-0.212	0.477
O	5.034	18.475	26.631	0.064	-0.107	-0.316
O	6.044	6.081	33.758	0.108	-0.115	0.322
O	6.989	12.583	24.711	0.104	0.005	-0.472
O	5.121	12.371	34.421	0.078	0.103	0.364
O	3.399	5.979	29.463	-0.145	0.01	0.237
O	7.916	15.082	34.448	-0.022	0.053	0.624
O	12.559	5.401	33.657	-0.11	0.062	0.044
O	10.309	14.471	25.336	-0.044	-0.071	-0.46
O	8.422	10.032	31.449	-0.089	-0.25	0.405
O	9.294	18.482	23.335	0	-0.194	-0.041
O	0.801	8.652	27.587	0.14	0.026	-0.102
O	10.599	7.005	34.409	0.035	-0.121	0.386
O	-2.085	14.338	31.333	0.098	-0.151	0.389
O	0.229	19.251	25.855	-0.303	0.193	-0.588
O	4.795	14.006	25.237	-0.038	0	-0.457
O	2.802	5.42	22.67	-0.294	0.055	-0.543
O	7.945	5.085	28.301	0.038	0.092	-0.166
O	8.926	6.482	26.21	0.138	0.053	-0.432
O	9.595	7.095	28.683	-0.018	0.001	0.058
O	2.544	13.169	29.553	-0.089	0.209	0.216
O	-2.384	8.426	31.234	-0.014	0.291	0.367
O	13.152	15.271	34.696	0.002	-0.213	0.266
O	5.888	8.186	25.49	0.037	-0.027	-0.482
O	12.504	13.121	32.859	-0.131	0.24	-0.093
O	6.652	8.368	32.482	0.165	-0.187	-0.149
O	6.995	10.743	33.624	0.149	0.16	0.052
O	9.116	4.074	25.167	-0.104	-0.269	0.068
O	-0.048	13.973	29.663	0.118	-0.312	0.14
O	3.652	16.307	32.383	-0.189	0.218	-0.011
O	13.314	3.999	31.443	0.036	-0.396	0.433
O	11.172	18.198	28.62	0.062	-0.248	0.086
O	3.661	9.338	24.494	0.019	0.125	0.179
O	3.825	17.001	23.416	-0.008	0.202	-0.266
O	6.04	16.686	33.584	0.17	-0.025	0.25
O	11.86	19.24	33.354	0.212	0.148	0.162
O	-1.27	8.055	33.649	0.081	-0.008	0.43
O	11.159	11.178	34.01	-0.183	-0.101	0.223
O	-0.087	7.04	31.493	-0.256	-0.084	0.246
O	-0.372	11.039	27.634	-0.037	0.107	0.203
O	1.436	15.981	33.811	0.137	0.062	-0.017
O	6.059	9.424	23.23	-0.139	0.141	-0.166
O	11.382	8.688	27.424	-0.002	-0.185	-0.294
O	9.073	12.491	26.538	0.027	-0.279	-0.376
O	9.304	9.638	28.937	-0.179	-0.004	0.036
O	5.345	18.962	22.568	-0.101	0.019	-0.212
O	-0.807	18.766	30.117	-0.12	0.064	0.033
O	-1.453	4.967	29.506	-0.206	0.055	-0.074
O	1.029	3.655	23.463	-0.244	0.216	-0.198
O	4.195	4.184	31.219	-0.123	0.032	0.36
O	7.421	18.871	27.763	0.197	-0.017	-0.204
O	2.935	15.756	25.717	-0.139	0.52	-0.17
O	-0.964	18.207	23.573	0	0.183	-0.406
O	0.019	13.558	22.598	0.02	0.022	-0.509
O	4.817	12.504	23.119	-0.085	-0.217	-0.216
O	11.245	16.763	33.689	0.025	-0.191	0.325
O	6.843	16.507	26.746	0.074	0.017	-0.1
O	2.785	11.071	22.345	0.15	-0.171	-0.591
O	4.273	8.058	33.668	0.037	0.126	0.305
O	-1.603	11.794	32.041	-0.231	-0.234	0.006
O	2.434	18.481	27.212	0.002	0.049	-0.092
O	1.87	6.2	27.393	-0.363	-0.031	0.049
O	13.898	4.955	25.365	0.204	-0.269	0.108
O	13.415	11.662	28.428	0.01	0.152	0.193
O	9.37	14.476	30.452	0.176	-0.016	0.244
O	2.957	13.322	26.988	-0.007	0.053	-0.275
O	13.8	9.769	26.688	0.217	-0.048	-0.149
O	10.942	8.155	22.62	0.047	0.155	-0.34
O	4.657	7.16	23.349	0.253	-0.061	0.166
O	-0.109	9.648	31.793	-0.039	-0.141	-0.031
O	11.239	15.059	22.962	-0.006	0.121	-0.152
O	5.327	18.12	31.472	0.049	-0.399	0.429
O	11.282	5.446	25.451	0.08	0.264	0.178
O	-1.826	11.807	23.336	0.162	0.047	-0.385
O	11.523	12.946	29.843	-0.265	0.174	0.24
O	0.021	17.566	27.889	0.11	0.023	0.049
O	0.919	12.052	31.249	0.08	-0.321	0.168
O	10.121	12.348	31.927	0.077	0.039	0.484
O	-1.379	13.671	33.807	0.101	0.247	0.244
O	7.38	4.078	23.234	0.073	0.187	-0.24
O	12.238	19.437	26.42	-0.229	-0.054	-0.127
O	-2.005	12.25	25.962	-0.071	0.08	-0.074
O	9.34	18.655	33.572	-0.119	0.122	0.148
O	-1.38	6.978	23.848	-0.112	-0.039	-0.641
O	3.252	14.026	33.67	0.152	-0.153	0.405
O	-0.504	6.614	26.328	-0.298	-0.319	0.063
O	10.078	12.669	23.355	0.129	0.147	0.163
O	6.33	14.685	23.232	-0.133	0.114	-0.251
O	10.678	18.009	31.308	0.312	-0.207	0.659
O	13.294	7.383	25.998	-0.247	0.154	-0.22
O	13.241	9.71	34.552	-0.109	-0.041	0.756
O	3.83	4.396	27.351	-0.047	0.067	-0.278
O	7.064	7.499	27.775	0.004	0.228	-0.186
O	13.766	18.158	28.178	0.002	0.048	-0.069
O	-1.404	16.262	29.699	-0.036	-0.055	-0.092
O	7.122	15.284	29.098	0.128	-0.051	-0.053
O	0.464	11.381	33.754	-0.046	0.126	0.525
O	4.146	18.522	33.821	0.027	0.181	0.121
O	12.669	6.262	30.359	-0.28	-0.199	0.292
O	5.14	9.335	27.801	-0.151	-0.209	0.067
O	13.657	14.207	28.751	-0.09	-0.056	-0.11
O	4.241	18.799	29.158	0.174	0.097	0.005
O	2.441	6.123	31.91	0.014	0.248	0.306
O	0.681	3.77	28.406	-0.199	0.072	-0.081
O	11.469	8.538	30.06	0.082	0.144	-0.068
O	-1.919	19.759	33.773	-0.193	-0.033	0.137
O	1.434	10.354	25.667	-0.067	-0.163	-0.409
O	6.493	3.676	29.984	-0.066	0.123	0.109
O	1.428	17.473	24.36	0.15	-0.024	-0.215
O	6.759	11.222	26.953	-0.105	0.148	-0.194
O	0.626	4.502	31.045	-0.131	0.165	0.364
O	6.908	13.859	26.98	0.122	0.008	-0.356
O	4.637	11.85	28.521	0.217	0.24	0.2
O	9.107	16.9	29.498	-0.137	0.244	0.072
O	4.738	15.171	27.647	-0.209	-0.188	0.035
O	4.945	6.736	31.443	0.272	0.329	0.269
O	7.259	18.51	25.129	-0.122	-0.013	-0.517
O	1.721	14.626	31.566	0.26	0.209	0.532
O	13.494	5.43	22.42	0.246	-0.08	-0.321
O	13.645	7.992	28.617	0.134	-0.263	0.042
O	12.53	13.342	24.314	-0.085	0.261	0.014
O	1.71	7.729	25.288	-0.044	0.072	-0.206
O	6.771	10.55	29.492	0.1	-0.324	0.304
O	8.92	12.048	29.67	-0.059	0.06	0.049
O	9.107	19.508	29.732	0.321	-0.103	0.367
H	12.684	9.848	23.139	0.048	0.052	0.028
H	12.545	10.921	24.75	0.135	-0.074	-0.102

Results
total energy: -101252.755 eV
total energy less fixed offsets of H -15.91, O -438.35, Si -107.03 eV per atom: -6.085 eV
